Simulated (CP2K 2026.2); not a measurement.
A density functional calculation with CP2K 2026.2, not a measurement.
Periodic cell of 552 atoms, Si316O236, from a study of silicon, its oxide and their interface. The atomic structure is a simulated model.
Doubt: the forces sum to 3.38 eV/angstrom along one axis rather than to zero, so they err by at least 0.0061 eV/angstrom per atom on average; the grid cutoff is modest.

Settings
functional: PBE
method: Gaussian and plane waves
basis set: DZVP-MOLOPT-SR-GTH
pseudopotentials: GTH-PBE
grid cutoff: 350 Ry, relative cutoff 50 Ry
k points: Gamma only
occupations: fixed
spin: none
net charge: 0

Cell vectors (angstrom)
a 16.332 0 0
b 0 16.332 0
c 0 0 34.8576

Atoms and the computed forces on them: element, x, y, z (angstrom), force x, y, z (eV/angstrom)
Si 0.229 15.774 0.304 -0.182 0.463 0.809
Si 2.388 2.918 0.12 0.064 -0.165 0.764
Si 0.264 5.228 0.034 -0.163 0.088 0.706
Si 3.06 7.874 34.801 -0.03 0.192 0.747
Si 16.09 11.158 0.15 0.09 -0.059 0.734
Si 2.615 13.714 0.095 0.269 -0.32 0.688
Si 5.613 16.083 34.836 -0.067 0.212 0.76
Si 8.525 2.543 0.025 -0.172 0.033 0.76
Si 5.11 5.502 0.006 0.221 -0.031 0.76
Si 8.545 7.625 34.848 -0.24 0.247 0.73
Si 5.91 10.97 34.569 -0.24 -0.189 0.814
Si 7.847 13.902 0.001 0.206 -0.068 0.754
Si 10.671 0.264 34.85 0.153 -0.122 0.813
Si 13.706 2.573 34.759 -0.068 0.123 0.79
Si 10.994 5.69 0.366 -0.033 -0.282 0.655
Si 13.213 8.533 0.171 0.118 -0.017 0.778
Si 10.869 10.611 0.001 -0.117 0.242 0.668
Si 13.896 13.345 0.193 -0.162 -0.029 0.754
Si 1.246 1.296 1.361 -0.023 -0.008 -0.009
Si 3.967 4.06 1.432 -0.038 0.001 -0.048
Si 1.422 6.823 1.322 0.01 0.017 -0.035
Si 4.386 9.485 1.075 0.032 0.049 -0.046
Si 1.439 12.175 1.421 -0.012 -0.013 -0.03
Si 4.133 14.938 1.397 -0.006 0.019 -0.03
Si 6.817 1.388 1.228 0.026 0.006 -0.037
Si 9.716 4.012 1.411 0.01 -0.001 -0.019
Si 6.837 6.608 1.255 -0.041 -0.002 -0.052
Si 9.416 9.405 1.349 -0.007 -0.012 -0.012
Si 6.751 12.366 1.39 0.024 -0.026 -0.032
Si 9.489 15.018 1.265 -0.01 0.034 -0.046
Si 12.348 1.27 1.331 -0.034 0.005 -0.066
Si 14.9 4.126 1.271 0.012 -0.035 -0.059
Si 12.28 7.004 1.691 0.031 0.026 -0.013
Si 14.898 9.594 1.402 0.003 -0.006 -0.071
Si 12.147 12.202 1.271 0.023 -0.017 -0.027
Si 15.021 14.756 1.675 -0.025 -0.045 -0.021
Si 16.218 2.704 2.685 0.001 0.019 0.047
Si 2.728 0.002 2.703 0.004 -0.018 0.013
Si 0.004 8.177 2.656 0.001 0.005 -0.006
Si 2.678 5.465 2.781 -0.023 -0.013 0.045
Si 0.129 13.464 2.927 0.013 -0.046 0.053
Si 2.891 10.758 2.583 0.06 0.001 -0.014
Si 5.447 2.7 2.656 0.006 -0.015 -0.002
Si 8.14 0.025 2.675 -0.006 0.015 0.036
Si 5.562 8.112 2.603 -0.018 -0.025 0.014
Si 8.211 5.33 2.696 0.011 -0.018 0.024
Si 5.406 13.606 2.82 -0.008 0.025 0.031
Si 8.112 10.886 2.65 -0.007 0.002 0.027
Si 11.033 2.655 2.766 0.024 0.004 0.011
Si 13.616 16.256 2.781 0.009 0.041 0.004
Si 10.78 8.253 2.909 -0.008 0.02 0.038
Si 13.665 5.474 2.774 0.002 -0.017 0.021
Si 10.848 13.627 2.623 -0.016 -0.007 -0.01
Si 13.521 10.915 2.761 -0.005 0.018 0.047
Si 1.297 4.059 4.06 -0.009 0.006 -0.024
Si 4.102 1.345 4.05 -0.022 0.023 -0.004
Si 1.431 9.497 4.003 0.004 -0.009 -0.017
Si 4.128 6.827 4.027 0.009 0 -0.001
Si 1.432 14.963 4.148 -0.022 0.022 -0.009
Si 4.065 12.178 4.093 -0.009 0.002 -0.021
Si 6.813 4.032 4.054 0.015 -0.002 0.005
Si 9.551 1.338 4.065 0.008 -0.02 -0.026
Si 6.805 9.507 4.047 -0.014 0.007 -0.023
Si 9.472 6.755 4.127 -0.013 0.004 -0.014
Si 6.813 14.996 4.091 0.018 -0.001 -0.008
Si 9.507 12.252 4.003 -0.003 -0.015 -0.01
Si 12.3 4.091 4.126 -0.009 -0.01 0.004
Si 14.941 1.346 4.111 0.017 0.015 -0.013
Si 12.213 9.585 4.179 0.003 0.013 0.003
Si 15.035 6.821 4.099 -0.009 0.001 0.022
Si 12.201 14.927 4.074 0.01 -0.022 0.022
Si 14.961 12.176 4.162 -0.01 -0.018 -0.009
Si 0.008 16.324 5.444 0.003 0.005 0.019
Si 2.712 2.71 5.382 -0.008 -0.02 -0.001
Si 0.015 5.439 5.47 0.015 -0.027 0.01
Si 2.758 8.156 5.418 0.004 -0.021 0.007
Si 0.04 10.817 5.445 0.001 0.017 0.003
Si 2.75 13.568 5.494 -0.018 -0.003 0.014
Si 5.446 0.007 5.453 0.004 -0.009 0.007
Si 8.182 2.703 5.43 -0.002 0.011 0.003
Si 5.463 5.443 5.391 -0.01 0.009 -0.003
Si 8.139 8.162 5.447 0.021 0.011 0.014
Si 5.446 10.847 5.445 -0.005 -0.011 0.003
Si 8.171 13.604 5.416 0.011 -0.004 0.002
Si 10.875 16.303 5.452 -0.004 0.014 0.006
Si 13.625 2.719 5.492 0 -0.006 0.002
Si 10.887 5.433 5.471 -0.009 -0.003 0.017
Si 13.613 8.166 5.444 0.011 -0.016 0.001
Si 10.856 10.967 5.459 0.006 -0.011 0.014
Si 13.603 13.607 5.442 -0.005 0.008 0.009
Si 1.367 1.366 6.779 -0.008 0.004 -0.005
Si 4.078 4.075 6.728 -0.009 -0.002 -0.014
Si 1.401 6.797 6.798 0.009 -0.003 0.006
Si 4.072 9.519 6.825 -0.013 0.01 -0.008
Si 1.344 12.225 6.836 -0.006 0.016 0.008
Si 4.109 14.962 6.828 0.005 0.005 0.01
Si 6.813 1.368 6.808 0.006 0.002 0.002
Si 9.509 4.075 6.821 -0.015 -0.008 0.001
Si 6.773 6.814 6.798 0 -0.003 -0.001
Si 9.522 9.548 6.772 0.011 0.018 -0.003
Si 6.811 12.237 6.78 0 -0.009 -0.001
Si 9.519 14.954 6.814 0.017 -0.02 0.006
Si 12.245 1.347 6.813 0.002 0.016 0.003
Si 14.985 4.088 6.838 0.008 0.01 0.005
Si 12.254 6.814 6.822 -0.004 0.009 0.019
Si 14.986 9.496 6.818 0.007 -0.022 0.005
Si 12.232 12.293 6.815 -0.008 -0.006 -0.009
Si 14.966 14.966 6.8 -0.016 0.005 0.004
Si 0.02 2.71 8.17 0.018 0.018 -0.003
Si 2.71 0.014 8.151 -0.007 0.005 -0.008
Si 0.021 8.145 8.167 -0.01 -0.022 0.009
Si 2.746 5.4 8.13 0.015 0.002 -0.004
Si 16.306 13.608 8.186 -0.014 -0.015 -0.004
Si 2.712 10.873 8.207 0.006 -0.018 -0.011
Si 5.425 2.747 8.13 0.001 0.001 -0.009
Si 8.167 0 8.166 -0.015 -0.008 0.007
Si 5.429 8.159 8.188 -0.009 -0.004 0.015
Si 8.136 5.471 8.161 0 0.007 0.002
Si 5.471 13.595 8.172 0.012 -0.002 0.006
Si 8.184 10.895 8.146 0.003 -0.009 -0.014
Si 10.886 2.716 8.169 -0.009 -0.013 0
Si 13.614 16.318 8.173 0.005 0.002 -0.005
Si 10.884 8.219 8.154 -0.001 0.011 -0.007
Si 13.625 5.455 8.188 0 -0.02 0
Si 10.895 13.633 8.197 0.017 0.007 0.006
Si 13.596 10.908 8.13 -0.003 0.015 -0.012
Si 1.38 4.072 9.521 0.003 -0.015 -0.008
Si 4.055 1.405 9.504 0.003 0.008 -0.012
Si 1.333 9.505 9.568 0.002 0.01 0.014
Si 4.077 6.745 9.509 -0.01 -0.005 -0.008
Si 1.349 14.997 9.521 -0.011 0.008 0.003
Si 4.089 12.255 9.54 0.002 0.01 -0.009
Si 6.747 4.122 9.516 -0.021 0.03 -0.007
Si 9.546 1.344 9.534 0.019 0.01 -0.005
Si 6.834 9.542 9.504 -0.019 0.01 -0.008
Si 9.499 6.865 9.495 -0.011 0.017 -0.018
Si 6.814 14.976 9.531 0.016 -0.012 -0.012
Si 9.53 12.261 9.526 -0.005 -0.019 -0.008
Si 12.242 4.095 9.52 -0.011 0.003 -0.002
Si 14.994 1.336 9.521 0.003 -0.008 -0.008
Si 12.23 9.603 9.525 -0.007 -0.01 -0.006
Si 15.003 6.809 9.551 0.019 -0.02 -0.005
Si 12.257 14.982 9.565 -0.008 0.001 0.002
Si 14.91 12.253 9.535 -0.01 0.024 -0.001
Si 0.02 0.015 10.941 -0.02 -0.003 0.022
Si 2.73 2.761 10.935 -0.003 0.002 -0.003
Si 0.027 5.404 10.899 0.006 0.008 0.018
Si 2.679 8.041 10.851 -0.025 -0.013 0.007
Si 16.262 10.901 10.892 -0.004 -0.005 -0.021
Si 2.709 13.641 10.87 0.025 0.001 -0.002
Si 5.39 0.008 10.819 0.004 -0.009 -0.002
Si 8.16 2.764 10.786 0.007 -0.012 -0.005
Si 5.406 5.457 10.97 0.005 -0.004 0.016
Si 8.149 8.194 10.92 0.012 0.004 0.008
Si 5.509 10.912 10.86 -0.004 -0.002 0.018
Si 8.216 13.647 10.888 -0.009 0.022 -0.01
Si 10.896 16.316 10.944 0.005 -0.001 0.001
Si 13.59 2.672 10.836 -0.009 0.011 -0.022
Si 10.899 5.545 10.819 0.004 -0.008 -0.003
Si 13.639 8.256 10.825 0.013 0.007 -0.021
Si 10.865 10.948 10.946 0.023 0.01 0.036
Si 13.589 13.619 10.951 0 -0.013 0.008
Si 1.399 1.392 12.312 -0.001 -0.009 -0.023
Si 4.003 4.147 12.384 -0.023 0.024 -0.018
Si 1.349 6.725 12.348 0.034 -0.022 -0.024
Si 4.157 9.392 12.031 0.034 -0.032 -0.051
Si 1.302 12.288 12.181 -0.025 0.019 -0.025
Si 4.042 15.021 12.247 -0.01 -0.003 -0.015
Si 6.781 1.387 12.08 0.009 0.03 -0.044
Si 9.507 4.178 12.099 -0.01 0.038 -0.051
Si 6.796 6.832 12.314 -0.003 -0.001 -0.025
Si 9.487 9.578 12.296 0.002 -0.001 -0.028
Si 6.841 12.347 12.242 -0.013 -0.022 -0.019
Si 9.561 14.949 12.342 0.004 -0.041 -0.004
Si 12.282 1.341 12.271 0.013 0.003 -0.013
Si 14.945 4.012 12.163 0.019 0.002 -0.014
Si 12.264 6.955 12.152 -0.031 -0.01 -0.027
Si 14.916 9.563 12.304 -0.013 -0.002 0.018
Si 12.169 12.346 12.368 -0.014 0.039 -0.036
Si 14.999 14.956 12.301 -0.005 -0.004 -0.031
Si 16.274 2.713 13.617 -0.009 -0.022 0.053
Si 2.735 0.018 13.721 -0.017 0.031 0.035
Si 16.247 8.122 13.618 -0.004 -0.034 0.044
Si 2.656 5.429 13.943 -0.042 0.005 0.064
Si 0.058 13.618 13.708 -0.003 0.017 0.027
Si 2.713 10.745 13.171 -0.022 -0.031 -0.044
Si 5.474 2.713 13.488 0 -0.007 0.077
Si 8.085 0.03 13.463 -0.005 -0.017 0.048
Si 5.395 8.184 13.647 -0.007 -0.006 0.087
Si 8.223 5.48 13.603 0.006 0.011 0.069
Si 5.446 13.703 13.588 0.008 0.025 0.029
Si 8.163 11.01 13.654 0.037 -0.006 0.055
Si 10.853 2.803 13.405 0.006 -0.012 0.016
Si 13.634 16.313 13.687 0.008 -0.028 0.064
Si 10.956 8.288 13.621 0.011 0.03 0.042
Si 13.596 5.482 13.37 0.012 0.001 0.012
Si 10.864 13.699 13.919 0.044 -0.025 0.06
Si 13.543 10.953 13.67 -0.011 0.017 0.04
Si 0.838 4.281 15.106 0.409 -0.011 -0.719
Si 4.401 1.196 14.903 -0.147 0.029 -0.742
Si 1.598 9.345 14.656 -0.084 -0.096 -0.691
Si 3.814 7.186 15.135 0.185 -0.339 -0.822
Si 1.193 15.185 15.112 0.174 -0.173 -0.707
Si 4.108 12.005 14.462 0.127 0.166 -0.665
Si 7.064 3.818 14.779 -0.108 0.179 -0.791
Si 9.264 1.639 14.62 0.051 -0.109 -0.736
Si 6.423 9.96 14.801 0.135 -0.224 -0.828
Si 9.897 6.617 14.836 -0.232 0.106 -0.724
Si 6.598 15.311 14.935 0.008 -0.233 -0.728
Si 9.649 12.085 15.199 -0.119 0.197 -0.748
Si 12.051 4.355 14.656 0.012 -0.131 -0.71
Si 15.258 1.069 14.977 -0.126 0.131 -0.829
Si 11.979 9.902 15.089 0.074 -0.168 -0.763
Si 14.994 6.557 14.885 0.02 0.185 -0.677
Si 12.591 14.827 15.206 -0.378 0.186 -0.718
Si 14.742 12.491 14.957 0.21 -0.141 -0.767
Si 10.205 7.149 17.719 0.087 0.11 -0.302
Si 8.506 11.535 33.044 0.009 -0.062 0.246
Si 15.909 11.194 20.614 -0.071 -0.042 -0.126
Si 13.809 12.861 19.641 -0.043 0.029 -0.093
Si 8.466 14.428 20.31 -0.18 0.021 -0.318
Si 15.408 8.976 19.129 -0.072 -0.074 -0.194
Si 15.232 3.711 25.275 -0.054 0.005 0.085
Si 14.953 3.544 19.48 0.075 -0.092 -0.183
Si 10.122 12.628 22.008 -0.018 -0.057 -0.093
Si 2.436 13.07 16.898 -0.061 0.099 -0.111
Si 15.377 14.561 21.414 -0.053 0.013 -0.174
Si 0.205 11.056 16.963 0.04 0.011 -0.077
Si 2.993 2.388 21.856 0.118 -0.047 -0.088
Si 11.556 10.709 20.295 0.079 -0.041 -0.094
Si 4.163 5.499 29.559 -0.002 -0.041 -0.083
Si 2.286 0.695 19.294 -0.018 -0.013 -0.268
Si 8.577 3.144 23.259 0.062 -0.009 -0.081
Si 13.42 2.639 16.939 -0.014 -0.069 -0.296
Si 14.329 0.622 20.399 -0.139 0.034 -0.141
Si 1.522 1.892 29.162 -0.131 0.003 0.171
Si 13.492 6.828 23.586 -0.039 -0.057 -0.082
Si 6.063 7.732 23.094 -0.061 0.135 -0.133
Si 5.423 14.899 27.724 -0.031 -0.008 0.076
Si 8.906 8.559 22.279 0.055 -0.002 -0.201
Si 11.802 7.847 21.476 -0.036 0.001 -0.151
Si 6.871 4.11 32.689 -0.028 0.031 0.163
Si 10.537 1.798 17.213 0.011 0.071 -0.187
Si 15.929 0.86 25.109 0.066 -0.044 0.01
Si 0.169 7.923 27.671 -0.014 0.029 0.135
Si 4.351 5.716 24.678 -0.072 0.061 0.02
Si 6.213 7.613 29.744 -0.019 -0.082 0.154
Si 0.171 9.655 30.064 -0.097 0.119 0.153
Si 3.737 11.882 23.611 0.025 -0.069 -0.116
Si 8.687 5.061 25.671 -0.015 0.036 0.184
Si 9.08 9.631 19.366 -0.002 -0.104 -0.21
Si 13.47 7.85 32.095 0.049 0.023 0.099
Si 6.125 10.387 28.318 0.18 0.128 0.061
Si 12.582 4.431 32.869 0.06 -0.03 0.058
Si 13.531 10.54 30.551 -0.005 0.014 0.041
Si 0.095 6.313 23.941 -0.055 0.019 -0.072
Si 15.935 14.347 29.768 0.108 -0.059 0.116
Si 4.196 12.638 29.432 -0.069 -0.138 0.269
Si 3.983 2.307 17.771 -0.035 0.052 -0.21
Si 8.697 11.058 24.097 -0.006 -0.066 -0.065
Si 5.903 2.006 22.592 -0.044 0.016 -0.107
Si 8.554 11.809 29.842 -0.029 -0.049 0.244
Si 9.847 0.677 27.817 -0.014 0.02 0.004
Si 13.205 7.952 17.18 0.009 0.062 -0.231
Si 6.102 15.199 22.243 0.106 -0.004 -0.024
Si 12.617 15.296 32.834 0.095 0.064 0.271
Si 6.366 4.179 17.741 -0.012 0.023 -0.334
Si 9.401 4.176 18.38 0.032 0.022 -0.262
Si 13.052 5.136 21.189 -0.125 0.08 -0.208
Si 15.376 5.731 32.07 -0.084 -0.111 0.111
Si 11.514 11.731 28.802 0.083 -0.036 0.242
Si 1.288 9.121 20.803 -0.156 -0.115 -0.226
Si 1.122 16.281 31.353 -0.084 0 0.31
Si 13.915 16.008 23.211 -0.015 -0.022 -0.286
Si 3.894 7.562 20.842 0.155 -0.03 -0.084
Si 0.97 10.218 26.034 0.142 -0.026 0.187
Si 5.519 2.896 25.561 0.062 0.105 -0.012
Si 10.28 12.608 26.208 -0.003 0.102 0.144
Si 12.717 15.348 18.316 0.025 0.026 -0.316
Si 5.14 6.952 18.081 -0.03 0.036 -0.462
Si 6.642 5.415 27.879 -0.134 -0.001 0.028
Si 1.235 3.011 18.034 -0.015 0.005 -0.156
Si 3.582 1.044 32.755 -0.004 -0.087 0.16
Si 7.739 13.597 17.268 0.187 -0.017 -0.184
Si 3.722 12.08 32.532 -0.02 -0.003 0.222
Si 10.362 0.315 19.748 0.148 0.073 -0.155
Si 1.158 4.791 29.858 0.051 0.039 0.225
Si 11.243 14.63 23.991 -0.023 -0.071 0.025
Si 8.465 14.302 28.169 -0.057 -0.103 0.143
Si 15.165 5.359 27.865 -0.003 0.018 0.139
Si 10.737 3.042 21.016 -0.037 -0.1 -0.183
Si 4.422 13.121 21.058 0.03 -0.012 -0.188
Si 12.378 2.875 25.026 0.014 -0.015 0.072
Si 4.495 14.604 24.728 0.095 0.025 -0.021
Si 4.349 1.542 28.002 0.031 -0.01 0.334
Si 6.526 9.661 17.799 -0.128 0.001 -0.159
Si 5.123 12.219 18.266 -0.093 -0.022 -0.198
Si 11.06 6.043 31.113 -0.068 -0.044 0.242
Si 1.311 12.036 28.466 -0.145 -0.026 0.15
Si 2.269 0.067 23.659 -0.077 -0.068 -0.145
Si 15.333 0.659 28.063 0.03 -0.019 0.148
Si 12.371 5.026 28.607 -0.011 0.006 0.181
Si 2.346 5.303 22.395 -0.014 0.061 -0.028
Si 1.57 9.768 32.785 0.069 0.064 0.264
Si 0.783 10.695 23.113 -0.028 -0.024 -0.165
Si 10.165 0.948 24.634 0.053 0.102 0.038
Si 5.09 2.789 30.651 0.024 -0.06 0.203
Si 8.12 6.945 31.941 0.103 -0.056 0.29
Si 12.508 2.031 28.104 0.086 0.036 0.075
Si 15.094 0.653 32.896 -0.071 0.062 0.093
Si 13.036 13.372 30.657 0.023 -0.046 0.068
Si 11.481 5.647 25.607 0.004 0.076 -0.001
Si 1.884 14.561 21.011 0.1 0.159 -0.063
Si 5.913 10.247 25.08 0.029 -0.068 0.152
Si 8.049 3.035 27.434 0.04 -0.022 0.126
Si 2.277 7.645 25.865 0.109 -0.049 0.06
O 12.568 10.561 29.233 0.073 -0.507 -0.503
O 0.185 13.14 28.856 -0.337 -0.089 -0.393
O 7.248 2.884 22.354 -0.088 0.332 -0.404
O 8.908 12.683 16.556 0.282 -0.144 0.46
O 11.348 5.844 29.546 -0.397 0.376 -0.492
O 13.325 14.277 33.857 0.132 0.106 -0.15
O 1.467 14.828 34.742 -0.002 -0.008 -0.116
O 8.898 1.817 24.138 -0.268 -0.382 0.189
O 15.012 12.282 34.466 0.027 -0.047 -0.465
O 6.965 2.726 26.271 0.167 -0.307 -0.354
O 16.248 9.29 26.843 -0.588 -0.041 -0.135
O 0.258 5.242 31.128 0.162 0.151 -0.071
O 14.523 13.908 30.394 0.196 0.096 0.24
O 4.94 11.359 28.806 -0.199 -0.15 -0.055
O 6.059 10.16 26.705 -0.084 -0.205 -0.176
O 16.217 2.436 25.331 0.603 0.23 0.205
O 0.049 8.273 29.238 -0.008 -0.552 0.243
O 7.324 5.649 26.393 -0.276 0.229 -0.24
O 15.397 6.83 27.23 -0.319 0.077 -0.51
O 15.081 10.421 30.134 0.043 0.267 -0.083
O 7.359 10.63 33.816 0.213 -0.404 -0.119
O 8.353 13.08 33.539 0.005 0.437 -0.339
O 6.422 3.056 31.543 0.36 -0.295 -0.169
O 5.29 2.223 29.147 0.292 -0.128 -0.281
O 2.614 1.58 23.201 0.131 0.368 0.358
O 9.995 11.038 33.522 0.181 0.157 -0.325
O 12.3 3.434 28.884 -0.045 -0.175 0.383
O 13.647 0.144 32.398 -0.238 0.414 -0.35
O 11.967 9.156 20.533 0.347 -0.064 -0.105
O 9.487 13.229 20.656 0.231 -0.284 -0.342
O 5.023 11.551 33.337 0.03 0.234 -0.27
O 12.068 9.57 34.454 0.081 -0.014 -0.509
O 3.715 0.89 18.523 0.471 -0.557 0.144
O 14.062 4.757 32.26 -0.067 -0.178 -0.449
O 7.04 14.914 27.721 0.233 0.05 -0.332
O 6.389 4.407 16.137 -0.449 0.588 -0.074
O 2.001 15.494 19.679 -0.025 -0.376 -0.221
O 2.966 12.521 15.486 -0.17 -0.191 0.043
O 1.151 1.395 18.329 -0.438 -0.456 -0.247
O 0.17 3.749 19.014 0.109 0.321 0.064
O 3.74 12.963 17.849 0.035 0.109 0.487
O 14.174 8.163 18.475 0.105 -0.183 0.396
O 7.48 5.468 32.084 0.085 -0.228 -0.502
O 12.138 1.767 17.396 0.203 -0.241 0.501
O 11.001 5.467 15.237 -0.13 -0.137 0.503
O 0.855 9.225 22.381 -0.149 -0.54 0.545
O 7.544 10.959 28.885 0.26 -0.044 -0.28
O 14.398 4.806 20.333 0.199 0.428 -0.076
O 4.41 4.244 30.544 -0.098 0.19 0.326
O 13.376 13.872 18.468 -0.162 -0.352 -0.275
O 13.469 0.348 21.775 -0.772 0.074 0.215
O 7.439 14.818 16.239 0.239 0.137 0.177
O 12.372 15.451 16.72 -0.262 0.428 0.328
O 10.791 10.946 15.594 0.134 0.136 0.44
O 2.11 15.433 22.359 0.137 -0.087 0.124
O 8.662 1.745 28.163 -0.155 -0.044 0.268
O 9.15 15.884 20.456 -0.153 0.415 0.626
O 5.299 12.57 19.827 0.26 0.075 0.372
O 12.21 14.427 31.548 -0.495 0.128 -0.319
O 7.197 7.861 30.988 0.024 0.489 0.096
O 5.194 10.995 15.148 -0.094 -0.191 0.593
O 9.506 7.322 16.261 -0.252 0.309 0.248
O 9.588 1.4 34.37 0.068 -0.043 -0.471
O 3.085 2.274 33.666 -0.023 0.343 -0.404
O 0.908 0.115 24.535 0.045 -0.385 0.207
O 9.774 5.721 18.286 0.108 -0.17 0.507
O 7.617 7.622 22.613 0.098 -0.382 -0.034
O 1.827 14.547 16.509 0.024 0.185 0.472
O 2.302 9.285 25.745 0.467 0.131 -0.342
O 6.356 12.777 17.384 -0.068 -0.267 -0.307
O 4.842 6.844 30.174 -0.235 0.236 0.194
O 14.905 9.911 20.366 -0.659 -0.078 0.599
O 8.653 9.379 20.904 -0.121 0.033 0.275
O 3.592 13.337 24.29 -0.652 0.21 0.369
O 0.966 10.296 15.78 -0.244 0.121 0.008
O 12.923 3.718 15.861 0.347 0.393 0.157
O 13.47 5.46 22.711 0.044 -0.495 0.46
O 15.264 11.836 16.354 -0.348 -0.093 0.567
O 0.616 14.775 30.988 0.093 -0.354 0.375
O 3.833 2.044 16.176 -0.375 0.262 0.192
O 4.422 6.891 16.623 0.062 -0.2 0.501
O 10.275 7.71 22.043 0.009 -0.241 0.258
O 5.481 0.073 15.443 -0.114 0.081 0.246
O 14.567 1.689 16.32 -0.071 0.062 0.249
O 12.744 9.327 16.427 0.295 0.382 0.371
O 11.328 11.896 27.216 0.179 -0.094 -0.62
O 11.828 7.234 17.634 0.057 -0.345 0.028
O 15.311 12.237 19.513 0.4 0.335 -0.211
O 4.639 12.072 22.27 0.477 -0.347 0.02
O 11.377 15.494 19.22 -0.078 -0.5 0.346
O 4.169 1.691 31.403 -0.108 -0.042 -0.608
O 6.198 0.471 22.171 0.252 0.088 -0.331
O 11.379 4.587 31.794 -0.156 -0.412 -0.08
O 3.087 13.251 33.455 -0.251 0.428 -0.287
O 8.135 2.664 15.226 0.075 -0.172 0.557
O 12.704 15.304 23.991 0.001 0.05 0.188
O 4.529 2.114 26.523 -0.561 0.036 -0.441
O 10.095 1.012 15.877 0.426 -0.398 0.027
O 8.915 12.201 22.979 -0.368 0.228 0.095
O 0.964 3.431 16.495 -0.199 -0.412 0.055
O 2.821 3.361 18.252 0.14 0.596 0.217
O 3.107 5.163 23.814 -0.164 -0.184 0.184
O 5.426 2.92 18.107 0.348 -0.454 0.622
O 16.013 11.524 22.211 -0.481 0.375 0.417
O 0.445 13.832 21.152 -0.065 -0.383 0.144
O 0.335 8.174 19.84 0.21 -0.725 0.214
O 13.776 7.845 33.678 0.428 -0.509 -0.143
O 7.343 4.068 28.474 -0.18 -0.036 0.748
O 9.803 1.072 18.437 -0.625 0.024 0.1
O 4.517 10.942 24.662 -0.368 0.064 0.28
O 9.854 3.374 22.311 0.26 0.527 0.221
O 1.178 10.698 29.361 0.582 0.097 0.124
O 16.013 9.908 17.949 -0.184 -0.156 -0.02
O 15.078 14.896 22.952 0.136 -0.394 0.415
O 7.777 10.233 18.639 0.017 0.296 0.249
O 15.052 7.168 23.855 0.134 0.294 0.343
O 14.022 13.764 20.973 -0.262 0.22 0.653
O 11.071 13.74 22.669 0.211 0.15 -0.352
O 9.941 3.637 19.77 0.044 0.274 0.328
O 0.048 16.308 15.498 0.048 0.166 0.482
O 0.12 1.786 28.376 -0.202 0.439 -0.095
O 8.068 14.172 18.747 0.195 0.327 0.12
O 8.335 4.436 24.214 -0.263 0.064 -0.082
O 7.011 9.605 16.263 0.373 -0.151 0.278
O 1.264 12.149 17.53 0.095 0.28 0.329
O 5.216 10.6 18.066 -0.537 -0.181 -0.026
O 11.254 1.088 28.491 -0.109 -0.052 0.519
O 5.825 8.981 29.03 -0.396 0.067 -0.098
O 16.022 5.921 33.541 -0.142 0.56 -0.026
O 9.22 3.866 26.663 0.5 -0.192 0.065
O 4.984 13.947 28.948 0.324 0.265 0.134
O 1.07 10.649 20.23 0.631 0.298 -0.407
O 14.79 2.161 20.312 0.27 -0.101 0.314
O 12.829 8.016 22.714 0.308 0.423 0.41
O 16.093 5.477 15.455 -0.072 -0.039 0.171
O 5.952 8.836 24.279 -0.007 -0.048 0.347
O 8.09 7.835 33.298 -0.438 0.254 -0.448
O 9.805 6.607 34.586 -0.171 0.137 -0.229
O 4.141 12.59 31.059 0.393 0.255 -0.229
O 5.509 6.359 23.746 0.416 -0.239 -0.106
O 6.243 8.123 18.169 0.324 -0.149 0.278
O 12.141 5.373 34.11 0.513 0.182 -0.065
O 13.674 13.628 15.428 0.255 -0.254 0.247
O 11.047 13.703 25.299 0.425 -0.001 -0.104
O 7.977 3.353 33.587 0.232 0.017 -0.408
O 4.141 7.244 19.289 -0.282 -0.096 -0.051
O 1.264 11.559 26.909 0.25 0.425 -0.21
O 2.537 5.616 29.552 0.08 0.368 -0.336
O 1.751 0.562 30.02 0.487 -0.211 -0.37
O 14.023 3.456 18.168 -0.067 0.474 0.069
O 12.653 2.968 33.552 -0.164 -0.247 -0.293
O 2.373 1.551 20.643 -0.101 -0.125 0.391
O 12.224 6.467 20.689 0.03 0.017 -0.559
O 16.049 4.878 24.558 0.351 -0.279 0.102
O 14.815 4.25 26.749 -0.53 -0.208 0.129
O 2.32 0.054 32.451 -0.101 -0.27 0.098
O 10.309 10.683 19.255 -0.118 0.567 -0.361
O 5.161 8.021 21.755 0.279 0.204 0.02
O 13.917 5.449 28.892 0.197 0.15 0.473
O 14.949 1.906 33.912 0.628 0.095 -0.126
O 7.335 14.476 21.474 -0.074 -0.381 0.182
O 2.276 11.336 23.186 0.272 -0.155 -0.152
O 16.161 0.907 31.709 -0.032 0.651 -0.241
O 0.211 4.943 28.57 0.16 -0.194 -0.264
O 1.157 7.127 24.829 0.046 0.306 -0.088
O 2.256 3.818 21.791 -0.327 0.042 -0.324
O 15.637 15.656 28.895 0.104 0.062 -0.019
O 2.666 10.876 32.378 -0.105 -0.005 -0.281
O 0.784 9.245 31.491 -0.239 -0.335 -0.199
O 10.154 15.827 23.931 -0.565 -0.088 -0.174
O 4.739 16.319 28.016 0.033 -0.027 0.102
O 1.327 4.054 34.454 0.046 0.041 -0.484
O 11.565 1.706 24.247 0.288 -0.17 -0.701
O 7.077 6.702 28.728 0.443 0.262 -0.001
O 12.121 7.055 31.769 -0.19 0.15 0.162
O 3.699 6.887 25.64 0.292 0.218 0.077
O 2.659 8.323 15.374 -0.216 0.159 0.286
O 3.514 15.88 24.556 -0.033 0.517 0.493
O 7.825 3.901 18.322 -0.04 -0.132 0.085
O 15.452 0.229 26.515 0.006 -0.342 -0.234
O 5.835 14.756 23.792 0.522 -0.151 0.304
O 8.334 11.495 31.432 -0.157 -0.294 -0.088
O 9.577 8.255 18.694 0.02 -0.117 0.253
O 2.317 8.522 33.498 -0.253 -0.297 -0.529
O 14.778 7.12 31.478 0.461 0.382 -0.732
O 4.616 2.544 21.755 0.07 0.359 -0.166
O 4.089 6.677 34.309 -0.049 0.013 -0.248
O 3.235 6.237 21.45 0.036 -0.451 -0.274
O 0.453 10.431 33.737 -0.272 0.026 -0.348
O 13.229 9.322 31.534 -0.238 0.196 0.238
O 9.603 6.672 31.356 0.144 0.051 -0.111
O 6.75 15.008 34.326 -0.114 -0.034 -0.361
O 10.101 3.356 17.167 0.255 0.239 -0.354
O 15.775 15.813 33.744 -0.132 -0.401 -0.45
O 4.765 0.249 33.529 -0.003 0.047 -0.105
O 5.62 4.572 33.62 -0.33 -0.045 -0.039
O 14.073 7.08 16.126 -0.183 -0.241 0.193
O 9.447 15.563 28.399 0.186 0.048 0.553
O 4.827 14.654 21.409 -0.213 0.268 -0.016
O 2.798 1.906 28.206 -0.019 0.058 -0.279
O 11.033 11.333 21.689 0.342 -0.352 0.605
O 12.156 3.792 21.139 0.265 -0.221 0.218
O 5.552 2.128 24.157 -0.405 -0.301 0.045
O 9.072 9.601 23.505 0.423 -0.07 0.527
O 10.967 1.446 20.749 0.446 -0.116 0.196
O 12.727 11.672 19.742 0.052 -0.215 -0.134
O 1.518 3.229 30.066 0.402 -0.067 0.367
O 0.273 10.617 24.634 -0.684 0.315 0.189
O 2.719 12.72 28.809 -0.038 0.419 -0.069
O 13.859 3.288 24.524 0.044 0.151 -0.637
O 11.301 15.943 33.495 -0.15 -0.185 -0.614
O 9.087 13.347 27.018 -0.018 0.049 -0.289
O 9.917 6.13 25.55 -0.044 0.486 -0.283
O 5.015 4.434 25.411 0.087 0.037 0.396
O 7.16 11.128 24.559 -0.223 0.674 0.154
O 12.559 6.624 24.897 0.18 0.409 0.448
O 9.667 11.403 25.333 0.302 -0.472 0.339
O 13.887 1.268 28.467 -0.176 0.032 0.523
O 5.817 5.534 18.39 -0.14 -0.047 0.508
O 11.976 5.453 27.117 0.248 0.032 -0.224
O 1.669 7.367 27.348 0.482 -0.187 0.489
O 13.221 11.915 31.363 -0.165 -0.096 0.641
O 10.032 0.677 26.216 0.121 -0.053 0.075
O 2.838 8.774 20.793 0.143 0.347 0.146
O 11.474 4.203 24.878 -0.297 -0.142 -0.474
O 14.653 0.763 24.125 -0.409 0.456 0.184
O 15.588 15.954 20.585 0.441 0.132 -0.338
O 5.006 5.268 28.142 -0.003 -0.036 -0.36
O 12.518 2.348 26.535 -0.031 0.004 -0.151
O 12.152 13.136 29.325 -0.107 0.438 -0.409
O 2.846 13.286 20.778 -0.35 -0.451 -0.236
O 0.874 5.974 22.552 -0.411 -0.084 -0.304
O 13.667 0.165 18.979 0.413 0.353 0.024
O 8.329 13.391 29.515 -0.098 0.328 0.466
O 10.084 11.413 29.493 0.058 -0.425 0.02
O 4.943 14.401 26.264 -0.109 -0.509 -0.218

Results
total energy: -137262.481 eV
total energy less fixed offsets of O -438.35, Si -107.03 eV per atom: 9.599 eV
